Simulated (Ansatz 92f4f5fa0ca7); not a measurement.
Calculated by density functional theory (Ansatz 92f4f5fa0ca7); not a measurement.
Periodic cell of 228 atoms, Si140O88, from a study of silicon, its oxide and their interface. The atomic structure is a simulated model.
This geometry differs little from another in the collection (a relaxation step or a small displacement).

Settings
functional: r2SCAN
potential files: Ansatz PAW
basis: plane waves
wave-function cutoff: 800 eV
density cutoff ratio: 5
exchange-correlation grid ratio: 1
k mesh: 1 x 1 x 1, shifted by 0.5 0.5 0 of a step
self-consistency stop: 1e-10 eV per atom in the density residual
occupations: fixed
spin: none
net charge: 0

Cell vectors (angstrom)
a	10.888	0	0
b	0	10.888	0
c	0	0	33.0686

Atoms: element, x, y, z (angstrom)
Si	-1.4931	0.7851	-4.1848
Si	0.3318	2.5249	0.0384
Si	4.3353	8.7355	-0.6273
Si	2.8848	6.8517	-2.5719
Si	5.2132	3.4173	-1.2001
Si	7.3019	1.8332	1.226
Si	6.1488	7.8958	0.7514
Si	8.1011	9.0033	-0.0219
Si	2.8757	5.5831	2.6461
Si	4.6353	4.4219	1.5136
Si	1.4754	7.0958	1.4723
Si	7.5862	11.2435	-0.5683
Si	9.1932	5.099	-2.5089
Si	8.3735	5.0984	2.9362
Si	5.2305	8.6032	2.8785
Si	10.8441	8.12	2.9066
Si	-0.6609	3.4353	2.8528
Si	3.2757	-0.8078	2.7672
Si	-1.1617	9.6607	1.5396
Si	2.46	9.1454	0.7146
Si	5.5268	2.6126	2.6778
Si	8.3781	0.2959	2.7553
Si	6.7744	5.5902	1.1644
Si	7.3282	3.8269	-0.3039
Si	1.3492	4.2138	3.9096
Si	4.0745	1.2066	3.8895
Si	1.4525	9.4221	4.1796
Si	4.1761	6.8693	4.1278
Si	6.816	3.9197	4.2161
Si	9.628	1.5486	4.2185
Si	6.9005	9.746	4.0627
Si	9.4513	6.7695	4.1804
Si	0.1115	0.0476	5.4315
Si	2.6805	2.6751	5.2277
Si	0.0339	5.4659	5.473
Si	2.7456	8.0764	5.5624
Si	5.4437	0.0466	5.4547
Si	8.1536	2.6633	5.6356
Si	5.4783	5.4204	5.4391
Si	8.1305	8.2362	5.4261
Si	1.4224	1.3914	6.7874
Si	4.04	4.038	6.6955
Si	1.3649	6.7637	6.8952
Si	4.107	9.5182	6.8008
Si	6.7601	1.3289	6.9151
Si	9.558	4.0939	6.8347
Si	6.8025	6.8244	6.7992
Si	9.5605	9.5556	6.7539
Si	0.0205	2.7147	8.1614
Si	2.7459	-0.006	8.1469
Si	-0.0122	8.18	8.1614
Si	2.7239	5.365	8.1719
Si	5.3833	2.7394	8.1606
Si	8.1709	-0.0483	8.1797
Si	5.4203	8.1453	8.1679
Si	8.1814	5.4595	8.1537
Si	1.3553	4.051	9.5522
Si	4.0465	1.3628	9.5257
Si	1.36	9.529	9.5097
Si	4.0693	6.7695	9.5242
Si	6.7965	4.0803	9.49
Si	9.5339	1.3495	9.5066
Si	6.7761	9.4941	9.5172
Si	9.5261	6.8011	9.5192
Si	0.0319	0.0281	10.8724
Si	2.6854	2.6871	10.9134
Si	-0.0262	5.4094	10.8932
Si	2.6689	8.1193	10.8853
Si	5.4033	-0.004	10.8573
Si	8.1264	2.6725	10.8628
Si	5.467	5.4317	10.867
Si	8.1238	8.1267	10.838
Si	1.3287	1.3827	12.3389
Si	4.1117	4.0385	12.1803
Si	1.3168	6.7461	12.2902
Si	4.0139	9.5388	12.1965
Si	6.7594	1.3127	12.2551
Si	9.4802	4.0263	12.2275
Si	6.8218	6.7727	12.2476
Si	9.4821	9.5362	12.0831
Si	-0.132	2.6955	13.697
Si	2.7252	0.0105	13.6598
Si	2.4226	7.8761	15.9402
Si	2.7443	5.2879	13.5818
Si	5.454	2.7603	13.6198
Si	8.1131	-0.1533	13.5263
Si	5.3797	8.1602	13.4906
Si	8.1947	5.3999	13.6246
Si	1.2396	4.1309	15.0169
Si	4.1661	1.3749	14.9905
Si	-1.3851	6.814	14.9994
Si	5.6868	5.862	16.301
Si	7.8431	2.5839	16.3221
Si	9.2506	1.295	14.9447
Si	5.5971	11.39	16.6544
Si	10.7142	8.1859	13.4788
Si	-0.7114	0.1087	16.7243
Si	-0.9827	2.4774	18.5022
Si	0.582	6.1285	16.1018
Si	1.2459	9.4562	14.7912
Si	6.9305	-1.7086	14.8978
Si	6.748	4.1734	15.0283
Si	4.1001	6.755	14.8282
Si	7.6583	7.4699	16.3675
Si	1.9725	-18.8899	28.1071
Si	0.6562	-0.703	25.2774
Si	21.7339	-9.4911	23.2761
Si	7.346	14.9391	22.4564
Si	-10.2835	-0.3758	33.2193
Si	-0.4698	-3.4021	20.3803
Si	-7.969	13.066	16.7712
Si	16.5395	11.3679	31.2753
Si	-16.2761	-2.4686	26.6455
Si	-11.9717	-7.2105	27.8459
Si	8.61	1.4342	21.1249
Si	15.1134	4.6508	29.2086
Si	9.4876	3.8606	24.6653
Si	-9.8671	27.0201	32.181
Si	27.1216	5.4455	26.571
Si	4.1457	-11.1293	22.0424
Si	-12.1591	-10.0671	31.2955
Si	33.4131	-5.8445	18.9495
Si	3.0845	17.8464	22.5157
Si	8.3915	8.7591	18.2568
Si	-8.7477	9.0516	20.6589
Si	-14.9079	20.8403	29.0117
Si	0.9861	-5.2756	24.3148
Si	-0.2964	18.3618	26.3648
Si	3.9023	4.4555	18.6043
Si	3.2106	-0.5976	17.9177
Si	18.5755	39.5848	25.4104
Si	24.9563	3.5955	25.3512
Si	8.5911	8.1365	30.8635
Si	8.0558	-3.8615	22.2356
Si	0.4197	-2.5591	29.208
Si	-25.8019	9.6444	20.8218
Si	-10.2536	22.0486	28.1034
Si	3.62	-1.5855	24.5025
Si	24.7596	2.306	22.7589
Si	15.3636	4.4661	21.6297
O	14.4532	6.1296	-3.8371
O	-12.3654	-6.8818	-6.7804
O	5.7371	3.861	-10.6317
O	1.1231	1.1703	0.4502
O	-8.2536	-0.8304	-11.2512
O	-27.6181	4.3606	-2.5132
O	2.098	9.6936	-8.2792
O	10.3138	13.1145	-1.2755
O	4.4581	-0.5385	-9.4735
O	7.3515	8.8136	-3.0161
O	18.525	5.5131	-11.3096
O	23.6695	15.27	-8.2776
O	-6.2037	21.099	-1.2105
O	51.9119	14.9447	-1.5839
O	10.2838	2.9516	1.2767
O	4.8273	16.29	-15.4244
O	5.2884	-0.8603	21.0653
O	2.4184	5.7154	31.541
O	-2.9176	-3.9017	23.8327
O	-12.5326	4.7132	28.9721
O	-6.2102	4.4015	20.0208
O	-15.3859	10.1079	16.1266
O	2.4216	0.7441	17.404
O	8.0329	-6.9207	23.9329
O	0.7976	11.2491	26.4812
O	13.9715	-7.1793	21.9687
O	14.6651	13.8784	17.9023
O	12.5699	6.312	23.0268
O	2.6449	9.7975	19.3285
O	17.5707	23.4318	17.0592
O	10.9455	14.459	19.1184
O	0.1445	5.6945	17.6094
O	-1.7862	6.8923	26.177
O	12.4464	18.5532	30.1091
O	-10.8148	18.2851	27.93
O	-6.5038	-6.2266	25.5301
O	-0.1098	-11.188	31.7236
O	18.1086	-1.5668	19.2573
O	-0.0571	-10.9182	24.0098
O	26.6293	28.7318	26.885
O	14.8501	1.3474	21.8843
O	-0.1658	16.1001	31.0853
O	-17.4042	-1.6109	25.9089
O	-6.1331	-0.0629	17.9403
O	-0.2749	-1.9035	25.8063
O	-11.8123	8.5576	30.0757
O	14.4653	2.4745	24.2556
O	-2.0295	-7.693	17.4653
O	-3.7244	-13.5036	21.6595
O	12.3395	12.7146	22.8351
O	-4.065	5.626	25.9102
O	-11.0814	-20.4858	17.7227
O	-5.6266	4.602	27.9542
O	0.6239	6.2921	33.3531
O	35.4241	-8.051	26.6971
O	22.3376	8.7343	20.5571
O	36.3053	7.8979	23.701
O	39.5004	8.2479	25.7488
O	11.382	-0.7921	16.1237
O	10.399	-16.7454	23.9835
O	18.608	0.0767	21.2569
O	-12.7611	1.7137	19.5963
O	18.7727	13.6738	21.6146
O	-20.7165	20.5935	28.6556
O	-12.6545	-8.6273	28.2306
O	11.7064	6.6481	25.539
O	4.208	-17.8615	33.0549
O	-8.5126	4.9887	18.8433
O	4.2908	-4.9388	22.2061
O	5.9253	20.0989	27.957
O	8.1877	-11.1027	28.3871
O	1.2946	14.6524	32.7689
O	13.7368	29.4308	21.0628
O	-9.2218	1.3999	28.6694
O	-11.5971	2.4513	24.2973
O	20.3189	7.8692	19.147
O	3.1016	-1.9588	17.0344
O	9.9734	1.2344	21.9437
O	4.8627	1.8912	31.4172
O	-17.7755	-3.0889	31.152
O	-10.3446	-7.2411	27.9387
O	13.8724	3.613	29.1214
O	-41.8375	14.0484	16.2867
O	9.1876	-0.8732	17.5738
O	5.9447	11.0855	29.6995
O	-2.4368	17.4149	30.7301
O	9.5693	-3.5701	21.7387
O	-10.5837	6.0795	20.1133

Results
free energy: -139737.024 eV
free energy less fixed offsets of O -570.45, Si -639.56 eV per atom: 0.976 eV

Forces (eV/angstrom), in the order of the atoms: element, x, y, z
Si	-0.0153	0.028	-0.0865
Si	0.0035	0.0048	-0.0769
Si	0.0008	-0.0026	-0.0871
Si	-0.0225	-0.0144	-0.1374
Si	-0.027	0.0132	-0.1097
Si	-0.0047	-0.0092	0.0029
Si	0.0049	0.0029	0.0052
Si	-0.0066	-0.001	-0.004
Si	0.0006	-0.0002	-0.0013
Si	-0.0056	-0.0088	-0.0323
Si	-0.0137	-0.0106	-0.0267
Si	-0.0005	0.0014	0.0146
Si	0.0228	0.0037	-0.1553
Si	-0.0018	-0.0007	-0.0013
Si	-0.0002	-0.003	-0.0042
Si	-0.0012	0.0047	-0.001
Si	-0.0026	-0.0067	-0.0206
Si	-0.0036	-0.0013	-0.0016
Si	-0.0069	-0.0016	0.0018
Si	-0.0004	0.0041	0.0009
Si	0.0113	-0.0017	0.0002
Si	-0.0007	0.0034	-0.0036
Si	-0.0002	0.007	0.0032
Si	0.026	0.0065	-0.0509
Si	0.0025	0.0033	-0.0006
Si	0.0011	-0.0008	0.0003
Si	0.0021	-0.0024	-0.0002
Si	-0.0003	0.002	0.0012
Si	-0.0044	-0.0012	-0.0003
Si	-0.0015	-0.0012	0.0017
Si	0.0045	0.0016	0.0014
Si	0.0032	0.0001	-0.0013
Si	0.001	-0.0009	0
Si	0.0003	0.0004	0.0004
Si	-0.0007	0.0006	0.0005
Si	0.0011	-0.0007	0.0004
Si	0.0029	0.0018	0.0002
Si	0.0026	0.0024	-0.0009
Si	0.003	-0.0004	0.0003
Si	-0.004	0.001	0
Si	-0.0003	0.001	0.0002
Si	-0.0005	0.0008	0.0013
Si	0.0001	0.0006	0.0001
Si	-0.0008	-0.0006	-0.0003
Si	-0.0011	-0.0001	0.0007
Si	0	-0.0013	-0.0007
Si	0.0002	-0.0008	0.001
Si	0.0008	-0.0003	0.0011
Si	0.0017	-0.0007	0.0006
Si	-0.0002	-0.0011	0.0001
Si	-0.0002	-0.0003	0.0005
Si	0.0009	-0.0015	0.0008
Si	-0.0003	-0.0008	0.0012
Si	-0.0002	0	0.0015
Si	0.0006	-0.0006	-0.0002
Si	0.0005	0.0004	0.0004
Si	-0.0004	0	0.0003
Si	-0.001	-0.0006	0.0005
Si	0.0018	-0.0007	0.0003
Si	0.0001	0.0007	0.0006
Si	-0.0004	-0.0012	0.0006
Si	0.0002	-0.0013	-0.0002
Si	-0.0003	0.0009	0.001
Si	0.0005	-0.001	0.0017
Si	0	0.0031	0.0001
Si	0.0004	-0.0014	-0.0002
Si	0.0002	0.0002	-0.0001
Si	-0.001	0.0004	-0.0006
Si	0.0002	-0.0005	0.0005
Si	0.0004	-0.0018	0.0002
Si	-0.0002	-0.0005	-0.0002
Si	-0.0003	0.0006	-0.0004
Si	-0.0004	-0.0004	-0.0009
Si	-0.0014	0.0013	-0.0006
Si	0.0006	0	0.0001
Si	0.0014	0.0015	-0.0008
Si	-0.0005	0.0011	0.0013
Si	-0.0002	-0.001	0
Si	-0.0007	0.0002	-0.0015
Si	0.0011	-0.0006	-0.0013
Si	0.0032	0.0034	-0.0019
Si	-0.0034	-0.0034	-0.0022
Si	-0.0128	-0.0244	-0.0343
Si	-0.003	-0.0002	-0.0004
Si	0.002	0.0016	-0.0011
Si	-0.0006	-0.0055	0.0004
Si	0.0028	-0.0047	0.0009
Si	-0.0028	0.0026	0.0008
Si	-0.0038	0.015	-0.0253
Si	-0.0007	0.0011	0.015
Si	0.0089	-0.0023	0.003
Si	0.0244	0.0171	-0.0555
Si	-0.0106	-0.0049	-0.0759
Si	-0.0034	0.001	0.0081
Si	0.0017	0.0091	-0.0872
Si	0.0033	0.0011	0.0007
Si	0.0053	-0.0024	-0.1062
Si	0.0157	0.0149	-0.1927
Si	0.0085	0.017	-0.0641
Si	0.0077	-0.0118	-0.0261
Si	0.0007	-0.006	-0.0228
Si	-0.001	-0.001	0.0032
Si	0.0013	0.0016	0.0032
Si	-0.0022	-0.0106	-0.0025
Si	0.0148	0.004	-0.1683
Si	0.0206	-0.0232	-0.2341
Si	-0.0127	0.0126	-0.2159
Si	-0.0299	-0.0207	-0.1854
Si	-0.0156	0.0184	-0.051
Si	-0.0026	-0.0097	-0.2088
Si	-0.005	-0.0028	-0.1072
Si	-0.0127	0.0045	-0.1073
Si	-0.0317	-0.0137	-0.2009
Si	0.0234	0.028	-0.2192
Si	-0.0165	-0.02	-0.2192
Si	-0.0002	-0.0164	-0.1814
Si	-0.024	-0.0193	-0.2299
Si	0.004	0.0009	-0.1053
Si	0.0136	0.0134	-0.1914
Si	0.0003	-0.0303	-0.1863
Si	0.0053	0.0083	-0.0576
Si	-0.0037	-0.0107	-0.1839
Si	0.021	0.0005	-0.2038
Si	-0.0011	-0.0038	-0.1899
Si	-0.0251	0.0364	-0.2105
Si	-0.0344	-0.0522	-0.1735
Si	0.0204	0.0075	-0.1917
Si	-0.0055	-0.0163	-0.2023
Si	-0.0051	0.0012	-0.2221
Si	0.0264	0.0079	-0.182
Si	0.0175	-0.0032	-0.2108
Si	-0.0081	-0.0088	-0.2224
Si	0.0061	-0.0026	-0.1272
Si	0.0239	0.0464	-0.2253
Si	0.0142	-0.0102	-0.1826
Si	0.0334	0.0051	-0.2049
Si	0.0546	0.0061	-0.1341
Si	0.0164	-0.0023	-0.2253
Si	0.0199	0.0065	-0.1913
Si	0.0151	-0.0009	-0.2113
O	-0.0175	0.0291	0.0757
O	0.0106	-0.012	0.184
O	0.0203	-0.0027	0.0662
O	0.0043	-0.0103	0.0234
O	0.0343	0.0258	0.0901
O	0.0389	-0.0306	0.114
O	-0.0494	0.0156	0.0867
O	0.0113	0.0064	0.0471
O	-0.0113	-0.0264	0.1248
O	0.0364	-0.0154	0.0855
O	-0.0012	-0.0096	0.0691
O	0.023	-0.0206	0.0831
O	-0.0078	-0.0296	0.0458
O	-0.0413	-0.0243	0.0799
O	-0.01	0.0087	0.045
O	-0.0516	-0.0416	0.1101
O	-0.0408	0.0167	0.0819
O	-0.0164	-0.0137	0.0606
O	-0.0143	-0.0074	0.1922
O	-0.0207	0.0283	0.1246
O	0.0205	0.0005	0.1796
O	-0.0048	0.0198	0.0411
O	-0.0052	-0.0272	0.0591
O	0.0549	0.0013	0.1228
O	-0.0302	0.0409	0.1764
O	-0.0255	-0.0362	0.0911
O	0.0116	0.0408	0.087
O	-0.0463	-0.0309	0.1084
O	-0.0337	-0.0447	0.1585
O	-0.0011	-0.0029	0.0488
O	0.0046	0.0034	0.0641
O	0.0054	-0.031	0.1241
O	0.0323	0.01	0.0787
O	0.0349	-0.0154	0.0664
O	0.0211	0.0261	0.1506
O	0.0286	0.0259	0.0922
O	0.0149	-0.0137	0.0672
O	-0.044	0.0371	0.1577
O	0.0158	-0.0435	0.114
O	-0.0044	-0.0057	0.0639
O	-0.0174	0.016	0.072
O	0.0198	-0.001	0.0574
O	0.0499	-0.0186	0.1236
O	-0.0182	-0.021	0.0743
O	-0.0148	-0.0192	0.0858
O	-0.0549	0.0019	0.0835
O	-0.0005	0.0381	0.1336
O	0.0423	-0.0016	0.0944
O	0.012	-0.0558	0.0944
O	-0.0226	-0.006	0.0687
O	-0.0365	-0.0128	0.0745
O	-0.0006	0.0343	0.0862
O	-0.0284	-0.0239	0.1286
O	0.0071	0.0265	0.0574
O	-0.0365	-0.0201	0.144
O	0.021	0.0064	0.0659
O	0.0104	0.0415	0.1118
O	-0.033	0.0216	0.0796
O	-0.0209	0.0167	0.0509
O	0.0002	-0.003	0.0722
O	0.0045	0.0204	0.0674
O	-0.0434	-0.0303	0.1558
O	-0.0148	0.0511	0.0865
O	-0.0156	-0.0226	0.0674
O	-0.0061	-0.0623	0.0743
O	-0.0307	0.0455	0.1062
O	-0.0008	0.0137	0.0609
O	-0.0013	0.0044	0.0674
O	-0.0185	0.0257	0.0752
O	0.0598	0.069	0.1457
O	0.0048	0.0082	0.0611
O	-0.0015	-0.0128	0.0338
O	0.0201	-0.0349	0.1076
O	-0.0138	-0.0086	0.0536
O	-0.0152	0.0358	0.091
O	0.0558	-0.0249	0.1309
O	0.0108	0.0544	0.0771
O	0.0648	0.0055	0.1347
O	0.0193	0.0011	0.0402
O	0.0256	0.0426	0.0866
O	-0.0099	-0.0061	0.0608
O	0.0292	0.0252	0.0757
O	0.0135	-0.0164	0.0547
O	-0.0196	-0.0255	0.0736
O	-0.0073	0.0279	0.1101
O	-0.0081	0.0169	0.0492
O	-0.0545	-0.0167	0.1219
O	-0.0172	0.0416	0.094

The program warned: the cutoff lies below the one the program advises for these potential files; the forces do not sum to zero within the program's tolerance; empty levels may hold ghost states of the PAW files; the exchange-correlation potential is rough where the density is thin.
